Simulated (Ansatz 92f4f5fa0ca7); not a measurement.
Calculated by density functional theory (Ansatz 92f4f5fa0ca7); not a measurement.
Periodic cell of 157 atoms, Si96O55N6, from a study of silicon, its oxide and their interface. The atomic structure is a simulated model.

Settings: functional r2SCAN; potential files Ansatz norm-conserving; basis plane waves; wave-function cutoff 1300 eV; density cutoff ratio 4; exchange-correlation grid ratio 1; k mesh 2 x 2 x 1, shifted by 0.5 0.5 0.5 of a step; self-consistency stop 5e-08 eV per atom in the density residual; occupations Fermi-Dirac, 0.05 eV; spin none; net charge 0.

Cell vectors (angstrom)
a  10.9364  -0.1063  0.0739
b  -0.1063  11.0141  0.0364
c  0.1527  0.0753  22.6046

Atoms and the computed forces on them: element, x, y, z (angstrom), force x, y, z (eV/angstrom)
Si  0.3437  -0.8513  -0.0835  -3.709  1.8806  0.2097
Si  1.612  3.1831  -0.9201  0.3145  -0.7555  -1.2668
Si  0.2468  4.8456  -0.0955  -0.7245  2.3249  -1.3174
Si  2.4962  7.9479  0.4942  -1.1041  1.1265  -5.111
Si  5.4774  0.3447  -0.7003  1.7817  -2.2159  2.6783
Si  7.1559  3.033  -0.573  4.3533  -0.474  -1.1556
Si  4.415  3.3269  -0.5248  -0.5617  1.7612  -1.8864
Si  8.0594  7.7471  -0.5483  -0.0535  1.2175  0.407
Si  1.1298  1.0602  1.2051  0.1476  2.098  0.5349
Si  4.6348  4.7379  1.3542  -1.8893  -1.4721  1.2206
Si  1.2971  6.5831  1.5614  -1.7883  -2.2685  0.8322
Si  3.7858  9.4607  1.3208  2.1859  1.8648  2.7432
Si  6.9112  1.2944  1.1597  -1.4732  0.8525  -2.0648
Si  9.3116  4.1162  1.317  2.6419  1.0973  2.5321
Si  6.2736  6.2817  1.5348  1.8951  2.0062  -0.5702
Si  9.1592  9.1413  1.2078  1.8744  -0.4891  0.0903
Si  -0.0958  2.6957  2.6075  -0.1733  0.5971  -1.7993
Si  2.5614  0.0692  2.8072  0.4642  -1.709  -1.1693
Si  -0.0107  8.085  2.7511  -1.9181  0.977  0.8697
Si  2.8825  5.6714  2.9461  0.944  -0.5805  -0.528
Si  5.4726  2.7569  2.3792  0.2912  -0.4084  2.297
Si  8.2885  -0.1459  2.3514  0.7371  0.2227  1.5064
Si  5.3454  8.3295  2.731  0.1923  -0.7593  -0.0768
Si  8.0536  5.4211  3.0227  0.2201  -0.1293  -0.797
Si  1.3737  4.1585  3.8631  -0.8969  -0.1567  -0.158
Si  4.0999  1.3368  3.9582  1.2454  1.1029  -1.0183
Si  1.139  9.7544  4.3074  0.5433  -1.1164  -0.3728
Si  4.1813  7.1131  4.3589  -0.4851  -0.909  -0.1884
Si  6.7838  3.8731  4.273  0.0292  -0.1328  -0.1724
Si  9.6493  1.2478  3.9747  -1.0712  -0.2911  1.5534
Si  6.9607  9.5927  4  -1.4438  0.7502  -0.741
Si  9.4661  6.8178  4.3893  -0.1454  0.5237  -1.5657
Si  0.0756  0.3592  5.6038  -0.3705  -1.0896  -0.3349
Si  2.6661  2.7517  5.0671  1.0055  0.5954  2.3579
Si  -0.0323  5.4649  5.324  0.4409  0.0571  1.2947
Si  2.6012  8.2259  5.772  0.0516  0.7829  -3.1055
Si  5.734  0.1712  5.272  -0.2465  -1.227  0.3154
Si  8.3333  2.5768  5.669  0.3209  1.0238  -1.4483
Si  5.4719  5.4866  5.6007  -0.109  0.1576  -0.9038
Si  8.0238  8.2794  5.5822  1.6315  0.6401  0.0653
Si  1.8236  1.5404  6.8809  -2.5313  0.296  0.1012
Si  3.7675  4.4267  6.7326  0.0949  -0.9547  0.272
Si  1.2159  6.9269  6.8851  -1.1431  -0.4312  -1.5984
Si  4.0863  9.6811  6.5073  1.2806  1.1163  2.4298
Si  7.0562  1.2843  6.995  -2.3608  0.5775  -0.6261
Si  9.5584  4.2456  6.9972  0.2881  -1.1171  -1.2668
Si  6.8194  6.869  6.8968  -1.1021  0.4779  1.398
Si  9.3957  9.8025  6.9219  0.5414  -0.3259  0.9299
Si  0.0955  3.1311  8.2097  1.7512  -1.2587  0.9526
Si  2.9247  -0.1599  8.1346  0.764  1.1163  0.2834
Si  0.0868  8.3531  8.164  -2.8534  0.6974  0.0993
Si  2.5179  5.9914  8.3403  1.4355  -1.5999  0.4121
Si  5.1819  2.8019  7.8578  1.5742  0.2427  -1.2119
Si  8.2121  0.1139  8.5623  -0.4795  -1.6992  -0.1737
Si  5.2338  8.3526  8.3223  0.6218  -0.6837  -0.6003
Si  8.2208  5.5948  8.2797  -0.3617  0.0898  0.9762
Si  1.4746  4.5634  9.7545  -2.0289  -0.5623  -1.0497
Si  4.2218  1.5515  9.3896  -0.6791  -1.9366  0.7876
Si  1.4023  9.5718  9.5674  1.8995  -0.7117  1.1169
Si  4.0592  6.8812  9.8325  1.373  0.181  -0.2075
Si  6.732  3.8848  9.2028  0.3635  1.6128  1.4049
Si  9.8835  1.3706  9.6254  -1.474  1.6381  0.9947
Si  6.502  9.509  9.9392  1.4497  1.7337  0.1307
Si  9.7704  6.8421  9.7548  0.9701  0.4853  0.5396
Si  0.8093  -0.2137  11.3625  -0.8445  -0.6742  -0.5496
Si  3.0838  3.2422  10.4913  1.1068  -0.3214  -0.2781
Si  0.5293  5.793  11.6059  0.232  1.0096  -3.0336
Si  2.6145  8.0294  11.2932  -0.4786  -0.3215  0.7403
Si  5.7877  0.4609  10.8796  -0.3475  1.3546  1.1397
Si  7.7624  2.9954  11.0878  0.8888  -4.4876  0.3252
Si  5.3844  5.0219  10.9513  -1.8891  0.0881  -2.0632
Si  8.0837  8.8196  11.6994  -1.0046  -0.389  -0.3984
Si  -0.7041  1.985  14.3224  -0.378  -4.3415  1.0067
Si  2.0516  1.4486  12.655  -1.9617  1.912  0.4698
Si  -2.5691  9.2314  15.9717  2.1509  -2.8961  1.5429
Si  3.4238  9.3622  14.1518  -1.543  0.1108  0.7914
Si  9.0986  4.631  13.3587  -1.5168  1.0144  0.8471
Si  8.1314  7.2667  18.315  -1.5947  -0.867  1.7677
Si  6.7558  6.4787  13.474  0.0602  -1.4362  -0.2317
Si  9.4825  10.0352  13.248  0.01  -1.1484  0.3621
Si  -4.5913  5.0374  17.6481  -0.4509  1.9144  -0.7028
Si  4.2179  1.0897  13.6155  1.5203  1.9276  -1.1449
Si  2.5786  8.1939  16.8339  0.3916  1.4928  -3.5071
Si  -0.0694  8.2359  17.9497  -5.0307  0.637  5.7667
Si  4.7817  1.4296  18.3836  -1.3461  -0.5586  1.6161
Si  5.6869  2.6996  15.9125  2.7594  1.1737  0.5728
Si  5.4403  7.8463  15.6348  1.5224  -2.0473  -0.8316
Si  7.1883  9.2363  20.513  2.7954  1.5458  -1.4598
Si  4.1814  6.9013  18.505  2.9212  -1.0592  0.5551
Si  3.0059  1.1948  20.5522  -0.2463  2.4173  -0.1861
Si  2.6186  5.9004  20.8031  -3.3328  2.0181  0.0866
Si  8.4106  1.152  16.6823  -0.4316  0.8714  0.5683
Si  3.6929  9.7093  19.0695  2.7754  2.841  1.9594
Si  10.2248  -1.3691  20.6197  -0.5492  -1.0698  -3.5457
Si  7.5173  13.6955  19.2128  -2.9666  1.2593  1.8846
Si  10.3567  6.6377  19.9683  1.8947  1.0011  -0.4073
O  1.6835  -1.7267  22.326  3.5426  -3.68  0.5637
O  5.1124  -0.8417  22.8383  -1.1212  0.3087  -0.4563
N  2.8906  4.2472  -1.5005  2.1824  -2.9162  1.9012
O  2.0786  2.481  23.0647  0.6632  -1.544  1.7391
O  -2.4613  4.094  22.6694  -1.9811  -0.0115  -1.252
O  3.239  7.183  21.7299  -0.981  -1.1452  0.3439
O  4.936  5.4066  18.4125  0.1094  1.033  0.5973
O  3.1244  -0.3864  20.383  1.0875  -3.4959  -1.538
N  4.3572  1.5488  -0.9561  -2.1857  2.6082  -1.0807
O  5.9431  4.03  -1.0003  -1.6401  -2.0329  -0.0648
O  8.5665  -0.8232  -2.3987  0.9104  -1.6139  1.5384
O  8.2487  13.8299  20.6506  -2.7853  -0.5968  1.4431
O  7.0344  6.776  22.5558  0.5573  -0.4844  1.4488
O  9.0542  6.1558  19.0873  -0.4607  -0.4441  1.7026
O  7.0928  -2.7536  15.9872  -1.4445  1.6215  -1.0272
O  -1.5237  0.6754  13.5484  0.9527  1.6736  0.2606
O  0.835  1.9327  13.8838  1.7635  -0.7125  -1.2487
O  2.0123  2.6569  11.503  -1.5876  -1.9373  2.6472
O  -0.7219  5.8585  12.6511  -0.1514  -2.7104  1.0156
O  -1.1166  1.6955  15.9189  0.1447  0.3625  -1.0711
O  -1.7283  13.391  10.9201  -0.9746  1.1245  -1.1431
O  2.8258  9.0144  12.6739  0.8972  -0.5118  -0.8275
O  5.1755  0.3478  12.4369  -2.7301  -0.438  2.0639
O  6.8717  1.5184  11.5412  2.0884  3.0478  -1.9473
O  7.9238  3.9787  12.3817  1.1006  0.2676  -0.4634
O  9.6489  3.289  14.1736  -1.2498  4.6274  -1.7224
O  4.1454  4.0181  11.4644  1.3413  0.3786  -0.4267
O  5.8493  5.7802  12.2333  2.0081  0.5562  2.3638
O  9.1219  8.0873  10.6638  -0.2839  -0.6037  0.6171
O  7.1647  7.8363  12.6976  1.0558  0.4701  0.0779
O  -0.5491  0.1644  10.3514  1.6649  0.1305  1.4964
O  -2.4656  -0.3622  16.6425  -1.058  1.3686  -0.2342
N  -1.8065  8.1651  17.2846  4.7794  3.4521  -4.0485
O  2.0718  -4.458  11.9545  -1.3767  1.4839  -0.3947
O  2.4122  8.6989  15.2579  0.4655  -0.2198  0.973
O  -9.866  7.7176  17.0264  2.9578  -0.616  -2.1593
O  3.3139  10.984  14.5204  1.1374  -1.3347  0.0884
O  4.8999  8.8462  14.5059  -0.4897  1.4444  -0.2523
O  5.6156  6.526  14.6272  0.8318  0.8673  0.668
O  4.823  10.8553  18.4066  -1.7316  -3.1105  0.2961
O  8.4208  1.755  18.2577  1.9599  -2.0929  -4.156
O  7.2671  15.2702  18.773  -0.5116  -3.2258  -0.1947
O  10.9664  9.569  19.0296  -0.7996  -1.1888  0.8713
O  8.17  5.7686  14.1961  -1.1598  -0.8216  -1.9885
O  5.022  13.36  14.5537  -3.3741  -2.4167  -4.4409
O  9.2554  9.1375  14.6323  -0.897  0.3302  0.7974
N  4.2987  7.5178  16.8692  -3.3711  0.1754  1.2674
O  -3.911  1.8088  15.8005  1.8691  0.1491  1.8086
O  6.3116  -0.5128  20.7473  -0.9788  0.5371  -0.217
O  0.175  -1.2277  12.5203  -1.0832  0.9007  0.3056
N  0.5629  5.7506  20.8234  1.9779  -0.3804  1.0863
O  2.6242  9.3505  17.9692  -0.6644  -0.0304  -0.7105
O  2.873  6.3927  19.289  -0.5944  0.2234  -0.9516
O  4.6021  -2.7152  19.3971  -0.6918  0.3794  -0.6765
O  7.1365  6.3043  17.5545  -1.2793  0.1776  -1.2942
O  3.2431  1.6499  18.9901  1.5767  0.9548  0.5073
N  9.8313  -3.3278  21.1544  -0.8268  1.9964  0.0803
O  5.9941  4.3585  16.2089  0.243  -3.104  0.8989
O  5.9727  12.9265  19.2099  1.6809  1.9028  0.8148
O  4.592  13.1965  17.0588  -0.7251  0.5101  -0.8546
O  7.1849  8.4607  19.0466  -0.0184  -1.0725  1.0489

Results
free energy: -38549.867 eV
free energy less fixed offsets of N -289.75, O -463.61, Si -117.95 eV per atom: 10.383 eV
pressure: -3.16 GPa
stress xx, yy, zz, yz, xz, xy (GPa, positive in tension): 2.4, 3.19, 3.9, 2.82, 0.63, -0.5
